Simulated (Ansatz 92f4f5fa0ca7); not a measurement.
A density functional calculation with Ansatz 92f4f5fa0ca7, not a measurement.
Periodic cell of 213 atoms, Si132O80H1, from a study of silicon, its oxide and their interface. The atomic structure is a simulated model.
Doubt: the cutoff is far below the 930 eV that the study's wrapper takes by default for these files, so forces and energies are approximate.

Settings: functional PBE; potential files Ansatz PAW; basis plane waves; wave-function cutoff 580 eV; density cutoff ratio 5; exchange-correlation grid ratio 1; k mesh 1 x 1 x 1, Gamma-centred; self-consistency stop 5e-08 eV per atom in the density residual; occupations fixed; spin none; net charge +1 e, with a uniform compensating background and no finite-size correction.

Cell vectors (angstrom)
a	10.938	0	0
b	0	10.938	0
c	0	0	31.5457

Atoms: element, x, y, z (angstrom)
Si	-0.5783	0.5985	24.0271
Si	6.1619	-0.5581	23.9281
Si	2.3228	3.2186	24.3409
Si	8.6588	2.3483	24.2078
Si	0.537	4.8425	24.1384
Si	5.1293	5.7548	24.2291
Si	3.3315	7.4855	24.0889
Si	7.7351	8.6159	24.1737
Si	1.3045	1.346	25.3427
Si	6.8818	1.2682	25.326
Si	4.0798	4.1532	25.5812
Si	9.6921	4.0342	25.4802
Si	1.4282	6.7434	25.3336
Si	6.8095	6.8734	25.4735
Si	4.2113	9.4877	25.1224
Si	9.5606	9.6447	25.2951
Si	2.7757	-0.0652	26.6113
Si	8.223	-0.0193	26.782
Si	0.0556	2.6785	26.847
Si	5.5014	2.6732	26.7238
Si	2.7006	5.502	26.8579
Si	8.2428	5.4592	26.7336
Si	0.019	8.2068	26.6489
Si	5.4377	8.245	26.7784
Si	4.1018	1.3673	28.1275
Si	9.5708	1.3673	28.1275
Si	1.3673	4.1018	28.1275
Si	6.8362	4.1018	28.1275
Si	4.1018	6.8362	28.1275
Si	9.5708	6.8362	28.1275
Si	1.3673	9.5708	28.1275
Si	6.8362	9.5708	28.1275
Si	0	0	29.4947
Si	5.469	0	29.4947
Si	2.7345	2.7345	29.4947
Si	8.2035	2.7345	29.4947
Si	0	5.469	29.4947
Si	5.469	5.469	29.4947
Si	2.7345	8.2035	29.4947
Si	8.2035	8.2035	29.4947
Si	1.3673	1.3673	30.862
Si	6.8362	1.3673	30.862
Si	4.1018	4.1018	30.862
Si	9.5708	4.1018	30.862
Si	1.3673	6.8362	30.862
Si	6.8362	6.8362	30.862
Si	4.1018	9.5708	30.862
Si	9.5708	9.5708	30.862
Si	2.7345	0	0.6835
Si	8.2035	0	0.6835
Si	0	2.7345	0.6835
Si	5.469	2.7345	0.6835
Si	2.7345	5.469	0.6835
Si	8.2035	5.469	0.6835
Si	0	8.2035	0.6835
Si	5.469	8.2035	0.6835
Si	4.1018	1.3673	2.0507
Si	9.5708	1.3673	2.0507
Si	1.3673	4.1018	2.0507
Si	6.8362	4.1018	2.0507
Si	4.1018	6.8362	2.0507
Si	9.5708	6.8362	2.0507
Si	1.3673	9.5708	2.0507
Si	6.8362	9.5708	2.0507
Si	0	0	3.418
Si	5.469	0	3.418
Si	2.7345	2.7345	3.418
Si	8.2035	2.7345	3.418
Si	0	5.469	3.418
Si	5.469	5.469	3.418
Si	2.7345	8.2035	3.418
Si	8.2035	8.2035	3.418
Si	1.3929	1.3743	4.7174
Si	6.8012	1.3965	4.8568
Si	4.0832	4.1088	4.6962
Si	9.5222	4.2056	4.8817
Si	1.3253	6.8553	4.8026
Si	6.8518	6.8203	4.817
Si	4.1114	9.5393	4.8574
Si	9.4749	9.641	4.7128
Si	2.6813	-0.0013	6.172
Si	8.1885	0.039	6.2455
Si	0.1353	2.8574	6.0459
Si	5.3447	2.7702	6.1504
Si	2.8159	5.5085	6.0567
Si	8.1185	5.5361	6.4193
Si	-0.2029	8.219	6.0189
Si	5.5101	8.1515	6.2526
Si	3.4264	1.8803	7.3457
Si	10.2854	0.9337	7.0751
Si	2.0205	3.7674	7.3803
Si	6.2424	4.4573	7.5026
Si	4.6111	6.2539	7.4311
Si	8.8977	7.6156	7.4972
Si	0.7557	9.9994	7.159
Si	7.1192	9.2782	7.589
O	0.7701	9.5625	8.7866
O	2.3087	4.1596	9.1748
O	10.5652	1.5082	8.6357
O	6.3332	9.7135	9.0481
O	3.3142	1.627	9.0334
O	3.9402	6.5418	8.9444
O	6.3207	3.6501	8.9866
O	9.6662	7.7035	9.0083
O	3.2148	2.8187	22.9664
O	6.2061	10.7495	22.2556
O	8.0938	3.2872	22.9532
O	-0.0023	5.0412	22.5349
O	8.1608	8.0696	22.6442
O	2.6672	7.6756	22.5494
O	5.9198	4.8858	23.0168
O	10.769	11.1366	22.4375
Si	7.0403	0.177	20.8876
Si	6.9725	2.4089	14.7035
Si	6.7805	2.3945	9.9318
Si	3.1812	3.6486	21.5731
Si	-3.1481	7.1769	21.3415
Si	-0.5932	9.095	9.5858
Si	10.0622	11.3853	20.9873
Si	3.9857	3.038	14.7045
Si	4.8229	-6.2739	18.1245
Si	7.3148	4.2997	12.3544
Si	-2.0223	7.8408	16.6705
Si	5.7455	10.4647	10.3766
Si	3.4269	-1.7062	12.1085
Si	7.2697	10.5268	13.1765
Si	16.1158	-3.8225	19.7093
Si	14.0171	0.2373	14.3311
Si	7.1695	4.3235	22.1213
Si	0.5665	4.8302	21.0143
Si	2.8166	2.772	10.1107
Si	11.2819	1.0421	14.8851
Si	9.4698	1.0219	9.7299
Si	15.2192	15.4807	12.0518
Si	5.0614	8.9994	14.5564
Si	11.5467	8.0182	12.1839
Si	10.1781	5.2582	12.754
Si	9.8231	9.4694	14.24
Si	5.6327	2.6793	19.9254
Si	8.8339	9.1289	19.4716
Si	2.7617	6.6794	21.2666
Si	9.3441	2.7503	16.5794
Si	11.1857	2.2908	11.9387
Si	-0.1475	2.7983	19.0978
Si	2.7439	5.7491	9.7554
Si	-0.4598	-5.5319	15.9806
Si	5.8992	-3.8855	16.8602
Si	2.0517	3.9116	17.1225
O	19.0279	1.7143	9.2547
O	16.7958	5.0368	12.1149
O	9.3371	4.3701	16.505
O	4.1253	-0.7249	15.1394
O	12.6001	3.6112	21.0063
O	1.3094	6.2524	20.6153
O	10.8244	3.8511	12.2489
O	-0.4611	4.2444	19.8673
O	-1.4248	-8.5831	18.1527
O	4.2776	9.7974	10.8111
O	3.4882	5.2659	21.7456
O	10.9036	1.5899	20.1856
O	-4.2449	3.5318	20.7894
O	-2.8961	5.6046	21.6175
O	13.6507	10.4705	12.9078
O	3.3006	5.6288	11.3222
O	8.4881	11.8109	21.2482
O	10.3218	5.4597	14.359
O	1.4125	6.6854	9.5751
O	4.0566	3.1906	11.1336
O	11.3949	12.4527	13.3412
O	8.8371	-0.8502	13.101
O	11.1067	8.6506	13.6354
O	7.0076	1.118	13.7077
O	5.501	2.8202	15.2829
O	7.3135	3.0428	11.3324
O	4.145	2.853	20.5534
O	14.7837	4.2601	13.6163
O	5.7213	12.0975	10.1308
O	-4.7083	7.4661	20.8979
O	10.6944	8.8719	11.128
O	5.1594	-3.1374	15.6331
O	5.2458	5.5055	19.4542
O	12.7613	0.5255	15.3256
O	-2.327	5.3113	12.2088
O	3.658	7.4836	20.1564
O	11.0665	6.4541	12.0867
O	8.7895	-3.3074	20.1245
O	8.9586	8.5214	15.2109
O	-0.7592	6.8177	16.7277
O	6.0888	1.1272	19.9584
O	7.4199	-1.08	19.8966
O	2.9147	3.1948	15.9232
O	5.3913	-5.4486	16.8341
O	7.9747	2.1303	15.9641
O	10.3045	-0.2149	15.1449
O	6.6999	10.2741	11.687
O	11.9932	4.9846	16.4101
O	1.1761	2.9358	18.1159
O	10.6758	2.2686	15.7509
O	6.55	9.5553	14.2658
O	3.19	-6.3122	18.0534
O	7.5122	7.0269	16.7465
O	5.517	3.1944	18.3596
O	5.4966	7.8148	18.2646
O	-1.924	-1.9818	17.8619
O	1.6	2.2003	11.0447
O	10.0677	10.0195	20.0707
O	2.1952	-2.741	11.838
O	4.4317	8.4562	13.1487
O	9.2695	-0.6014	9.583
O	7.4966	14.6452	13.8656
O	3.6842	1.6722	13.8884
O	9.9577	1.5385	11.1881
H	0.5663	6.2339	9.7268

Results
free energy: -129427.731 eV
free energy less fixed offsets of H -15.97, O -568.88, Si -635.61 eV per atom: -0.841 eV

Forces (eV/angstrom), in the order of the atoms: element, x, y, z
Si	0.4517	-0.4326	-0.3146
Si	-0.2958	0.4558	-0.4922
Si	0.5234	-0.4036	0.041
Si	-0.3769	0.7069	0.0844
Si	-0.4745	0.3736	-0.4582
Si	0.5049	-0.3197	-0.1131
Si	-0.3873	0.3236	-0.1686
Si	0.5199	-0.4538	-0.2317
Si	-0.0371	0.1008	-0.0693
Si	0.0006	-0.0074	0.0201
Si	-0.1655	-0.0849	0.0484
Si	-0.0404	-0.0594	0.0154
Si	0.0804	-0.0217	-0.0604
Si	0.0045	-0.0959	-0.0969
Si	-0.0563	-0.009	0.0488
Si	-0.0738	-0.0517	0.0412
Si	-0.0059	0.0002	0.0023
Si	-0.0056	-0.0267	0.0902
Si	0.0401	0.017	0.0555
Si	0.0462	0.0653	0.0276
Si	0.0432	-0.055	0.2347
Si	-0.065	-0.0379	0.0023
Si	-0.007	0.0308	0.0311
Si	0.0326	-0.017	0.0425
Si	-0.086	-0.3745	-0.6307
Si	-0.089	-0.1585	0.4396
Si	0.0922	-0.1272	0.7475
Si	0.1795	-0.2265	-0.4043
Si	-0.1229	0.4488	0.4556
Si	0.2318	0.2056	-0.4828
Si	0.2174	-0.1563	-0.7974
Si	-0.031	0.0769	0.2116
Si	-0.0883	0.0784	-0.0301
Si	0.0182	-0.0381	0.0368
Si	-0.0876	0.1026	0.0042
Si	0.0392	-0.0043	0.0303
Si	0.0043	-0.0625	0.0286
Si	-0.0304	0.057	-0.0557
Si	0.0944	-0.0103	0.0496
Si	-0.0632	0.0294	-0.0181
Si	0.0466	-0.0611	0.0088
Si	-0.0207	0.0708	-0.0304
Si	0.0443	-0.0914	0.0077
Si	-0.0358	0.0196	-0.0259
Si	0.0218	0.0522	-0.0297
Si	0.0492	-0.0543	0.0107
Si	-0.0897	-0.0168	-0.0162
Si	0.0922	-0.0269	0.0001
Si	0.0548	0.0219	0.0325
Si	-0.047	0.0306	0.0109
Si	-0.0571	0.0854	-0.0304
Si	0.0636	-0.0701	0.0298
Si	-0.0671	0.0414	0.0206
Si	0.0341	-0.0374	0.0365
Si	-0.0603	-0.0398	0.025
Si	-0.0715	0.1176	-0.0272
Si	-0.0457	0.0954	-0.0385
Si	0.1804	0.0368	-0.0101
Si	-0.0243	-0.2027	0.0011
Si	0.0011	0.022	-0.0209
Si	0.0773	-0.0177	0.0104
Si	0.0219	0.0796	-0.0017
Si	0.0324	0.0221	-0.001
Si	-0.0601	-0.1915	-0.0056
Si	-0.3148	0.2012	-0.3476
Si	-0.0087	-0.0719	0.5009
Si	0.1099	-0.1143	-0.8615
Si	-0.0664	0.2269	0.7001
Si	-0.2143	0.0652	0.2329
Si	0.301	0.2085	-0.2294
Si	-0.0426	0.0894	0.3832
Si	-0.3046	-0.1338	-0.3457
Si	0.3165	0.138	-0.1114
Si	0.0551	-0.0737	-0.0201
Si	-0.0528	-0.2936	-0.1138
Si	-0.039	-0.0554	0.0296
Si	-0.1336	0.0427	-0.0301
Si	-0.0371	0.0037	0.006
Si	0.1436	0.0651	0.0724
Si	-0.1377	0.1173	-0.1167
Si	-0.1416	-0.1781	-0.0895
Si	0.1566	0.0844	0.0661
Si	0.0355	0.1714	0.2266
Si	-0.1091	-0.1784	-0.0122
Si	0.1388	0.2353	0.4195
Si	0.04	0.082	0.0673
Si	-0.1058	-0.0791	0.0847
Si	-0.0537	0.0788	0.017
Si	0.5002	-0.0928	-0.0367
Si	-0.4442	0.3732	-0.3856
Si	-0.8318	-0.3491	-2.126
Si	0.1912	-0.4232	-0.0204
Si	-0.0851	0.4719	-0.5742
Si	0.5571	-0.5116	-0.1496
Si	0.5095	-0.3601	0.0666
Si	-0.6841	0.3743	0.2096
O	-0.2446	0.0379	-0.0554
O	0.3064	-0.0732	0.935
O	0.0348	-0.0673	0.2031
O	0.3484	-0.2117	-0.5026
O	-0.3964	1.1084	0.4236
O	-0.6128	-0.9542	0.4547
O	-0.1947	0.1838	-0.0187
O	-0.1777	0.1861	-0.0682
O	-0.2502	0.1274	0.1793
O	0.0054	-0.1905	0.6303
O	0.1482	-0.2669	0.0134
O	0.058	-0.1424	0.5173
O	-0.1109	0.3256	0.4593
O	0.1789	-0.063	0.3607
O	-0.2146	0.1005	0.124
O	-0.1023	0.1739	0.5091
Si	-0.0379	-0.0703	-0.5004
Si	0.1055	-0.0395	0.4194
Si	0.2476	0.2035	0.2133
Si	0.0842	-0.1496	-0.5031
Si	-0.0002	0.1568	-0.4899
Si	0.3395	-0.1391	0.2806
Si	-0.0508	-0.1021	-0.5617
Si	-0.0431	-0.1003	0.4951
Si	0.0444	-0.0882	0.0164
Si	0.1718	0.1766	0.5266
Si	-0.127	0.0772	0.3554
Si	-0.0451	-0.2279	0.5397
Si	0.026	0.0862	0.452
Si	0.0223	-0.0195	0.5342
Si	0.0184	0.0039	-0.1925
Si	0.018	-0.0931	0.3013
Si	-0.0728	0.0151	-0.2008
Si	-0.0112	0.0021	-0.2609
Si	0.6748	-2.1266	1.5363
Si	-0.0489	-0.0487	0.4453
Si	0.1103	0.029	0.278
Si	0.6544	0.0583	1.2724
Si	0.0645	-0.132	0.3407
Si	-0.0605	0.0914	0.5331
Si	-0.1757	0.1659	0.4896
Si	-0.0047	-0.0466	0.3181
Si	-0.0354	-0.1111	-0.2244
Si	-0.0127	0.0551	0.0201
Si	-0.1058	-0.0037	-0.5876
Si	-0.0771	-0.0456	0.2769
Si	-0.5301	0.1123	0.958
Si	-0.0227	-0.0354	0.0127
Si	0.7993	2.3449	0.9454
Si	0.0317	-0.044	0.2601
Si	0.0033	-0.0169	0.1856
Si	0.014	0.0213	0.2196
O	-0.093	-0.0725	-0.0998
O	-0.3445	-0.0344	-0.2366
O	0.0458	0.0242	-0.0557
O	-0.0464	0.0606	-0.1162
O	0.0538	-0.0226	0.0934
O	0.0107	-0.0007	0.0992
O	0.1809	-0.2145	-0.3039
O	0.0365	0.0785	0.0974
O	0.0092	0.081	-0.0381
O	0.0645	0.1193	-0.2723
O	0.0648	0.0562	0.2337
O	-0.0577	-0.0336	0.1183
O	0.1536	0.1321	0.2916
O	0.1174	-0.1031	0.1863
O	0.0145	0.0008	-0.2345
O	-0.6143	-0.1766	-1.0835
O	0.0469	0.1077	0.2377
O	-0.0083	0.0026	-0.3657
O	0.4099	-1.0263	-0.2963
O	-0.635	0.0168	-1.0237
O	0.05	0.1489	-0.5681
O	-0.0818	0.0657	-0.1786
O	0.0936	-0.0757	-0.2382
O	-0.0056	-0.138	-0.2338
O	-0.0472	-0.006	-0.1644
O	-0.1233	-0.2575	-0.3313
O	-0.1749	0.1213	0.2085
O	0.0067	0.1656	-0.5787
O	-0.117	0.0929	-0.1748
O	-0.0289	-0.052	0.1866
O	-0.0833	0.0809	-0.2326
O	-0.0571	0.097	-0.2216
O	-0.0013	0.0574	0.0974
O	0.0098	-0.0327	-0.0891
O	-0.0226	-0.0614	-0.1149
O	-0.1226	-0.1046	0.2379
O	0.1003	0.0001	-0.2233
O	-0.005	-0.1656	0.1759
O	0.0133	0.0739	-0.2348
O	0.0639	-0.0317	-0.0666
O	0.1113	-0.1262	0.1556
O	-0.0258	0.0728	0.119
O	0.094	-0.0548	-0.2152
O	0.0127	0.0155	-0.0464
O	-0.076	0.028	-0.1307
O	0.016	-0.0356	-0.128
O	-0.0294	0.0592	-0.377
O	-0.0213	0.0702	-0.0714
O	0.061	0.04	-0.019
O	0.0864	-0.0581	-0.1729
O	0.065	0.0895	-0.1632
O	-0.0723	-0.0101	-0.0563
O	0.0731	0.0141	-0.0879
O	-0.0469	0.113	0.1121
O	0.0226	-0.0516	-0.0274
O	-0.0146	-0.0557	-0.1018
O	0.7296	0.6736	-1.008
O	0.0381	0.0777	0.1617
O	-0.045	-0.1247	-0.2116
O	-0.0687	-0.0387	-0.2429
O	-0.1261	0.1084	-0.0342
O	-0.039	0.1099	-0.3265
O	0.0268	-0.0029	-0.2031
O	-0.0878	-0.1214	-0.198
H	-0.2333	0.1567	0.0993

The program warned: the cutoff lies below the one the program advises for these potential files; the forces do not sum to zero within the program's tolerance; the exchange-correlation potential is rough where the density is thin.
